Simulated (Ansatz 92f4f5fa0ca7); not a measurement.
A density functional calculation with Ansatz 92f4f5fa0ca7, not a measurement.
Periodic cell of 144 atoms, Si90O54, from a study of silicon, its oxide and their interface. The atomic structure is a simulated model.

Settings: functional r2SCAN; potential files Ansatz norm-conserving; basis plane waves; wave-function cutoff 1300 eV; density cutoff ratio 4; exchange-correlation grid ratio 1; k mesh 2 x 2 x 1, shifted by 0.5 0.5 0.5 of a step; self-consistency stop 5e-08 eV per atom in the density residual; occupations Fermi-Dirac, 0.05 eV; spin none; net charge 0.

Cell vectors (angstrom)
a  11.5799  -0.0752  0.0522
b  -0.0752  11.6348  0.0258
c  0.0814  0.0401  18.0338

Atoms and the computed forces on them: element, x, y, z (angstrom), force x, y, z (eV/angstrom)
Si  0.2122  -0.2699  -0.2636  -1.0579  -0.5695  0.703
Si  0.1091  3.8476  -0.2909  0.3802  0.1491  -0.7881
Si  -0.1588  8.3192  0.2385  0.1292  -1.6929  0.4914
Si  3.9238  0.5951  -0.3534  -0.0135  -1.0204  1.7461
Si  4.142  3.6745  -0.14  1.0575  1.1945  -0.2962
Si  3.5919  7.6921  0.19  -0.2484  0.3357  0.032
Si  7.7997  -0.779  0.137  -0.1516  2.6137  -0.3093
Si  8.3462  4.6941  -0.3688  0.4747  0.5147  -0.7911
Si  7.6894  7.7741  0.1918  1.3246  0.6082  -0.6859
Si  2.0667  0.0364  1.16  0.2047  0.1196  -0.6912
Si  2.0816  3.7661  1.1127  -0.0345  0.8356  -0.5008
Si  1.8048  7.9187  1.5545  -0.4309  0.8776  0.1825
Si  5.6746  -0.2147  1.3138  1.029  0.8019  -1.3325
Si  6.2124  3.9088  1.0732  -0.9296  -0.0759  0.3142
Si  5.7161  7.4999  1.3232  -0.8747  -0.6479  0.4803
Si  9.7998  -0.0992  1.323  -0.2636  1.217  -0.6336
Si  9.8904  3.8198  1.2928  -0.6584  1.5056  0.006
Si  9.5275  7.7525  1.657  0.4999  0.2582  -0.2074
Si  1.8615  1.9224  2.4267  1.0672  0.0738  2.1043
Si  2.004  5.8703  2.5862  -1.1  -1.1861  0.5295
Si  1.9661  9.8778  2.8053  -0.7509  -0.3472  -0.5228
Si  5.8453  1.8743  2.6354  -0.013  -0.2403  -0.511
Si  5.7932  5.6148  2.7168  0.9754  0.2872  0.0294
Si  5.7214  9.4854  2.6598  -0.6017  0.3556  0.7946
Si  9.5746  1.9976  2.6961  0.3934  -1.627  -0.2481
Si  9.6279  5.7273  2.9487  1.281  0.0714  -1.6788
Si  9.6672  9.7912  2.823  0.6187  -0.7084  0.5328
Si  0.0653  2.047  3.9628  -0.5439  0.6454  0.0163
Si  0.035  5.9212  4.1484  0.6066  0.4251  -0.3492
Si  0.0003  9.9069  4.1446  -0.0194  -0.0719  0.3517
Si  3.8973  1.9021  4.1259  -1.0619  -0.4136  -1.921
Si  3.8435  5.7521  4.0424  -0.1368  -0.1255  0.316
Si  3.7759  9.692  4.1394  1.0097  0.5847  0.2745
Si  7.6709  1.7802  4.0969  0.7721  0.5669  -0.4379
Si  7.7318  5.7551  4.1727  -1.051  -0.6557  0.0175
Si  7.7131  9.6831  4.0721  -0.4573  -0.3327  0.479
Si  0.1597  0.2275  5.4528  -0.5286  -1.1013  0.6393
Si  0.1155  3.9914  5.4469  0.0839  -0.5932  -0.3321
Si  -0.0816  7.9306  5.5402  -0.1579  -0.6546  -0.3415
Si  3.791  0.027  5.561  0.4205  -0.4357  -0.8034
Si  3.8879  3.7672  5.4216  0.0846  0.8874  0.4722
Si  3.7902  7.7686  5.4035  0.1299  -0.8488  0.6748
Si  7.7958  -0.074  5.4972  0.2992  -0.6152  0.1571
Si  7.8758  3.7285  5.3867  -1.0884  0.4126  0.4936
Si  7.7319  7.6651  5.523  0.2164  0.5067  -0.263
Si  1.9613  0.0493  7.069  -1.0101  0.0002  0.0852
Si  1.9821  3.8774  6.8672  -0.2029  0.3119  0.9937
Si  1.8142  7.8673  6.8829  0.4964  -1.1143  0.0607
Si  5.7939  -0.1206  6.6778  -0.0694  1.444  0.2993
Si  5.8827  3.69  6.7616  -0.4046  1.527  -1.3054
Si  5.8005  7.6525  6.7988  -1.4082  0.079  -1.5128
Si  9.7951  -0.2599  6.9449  0.3202  1.2258  -0.3713
Si  9.7394  3.8127  6.7772  0.0695  0.2143  0.7657
Si  9.5594  7.5532  7.0545  0.7598  0.1267  -0.2733
Si  1.7567  2.0419  8.4506  0.6949  0.4432  0.1579
Si  1.831  5.9207  8.3403  0.2116  -0.9984  0.3114
Si  1.7402  9.5581  8.4321  0.3475  0.8892  0.0523
Si  5.7242  1.9301  8.1005  0.2258  -1.4875  1.5031
Si  5.5454  5.7132  7.9504  0.2774  -1.0254  -0.4852
Si  5.5532  9.5943  7.8839  1.2752  -0.1042  1.3764
Si  9.6592  1.9257  8.1312  -0.3211  -1.1806  0.3571
Si  9.5871  5.5804  8.4693  -0.0984  -0.2499  -0.4888
Si  9.7949  9.4311  8.4545  -0.6301  0.8507  0.2159
Si  -0.2996  1.9811  9.7689  -0.085  -0.3605  0.8335
Si  -0.1293  5.9046  10.0272  0.1901  1.2365  0.4034
Si  0.0243  9.1971  10.0124  -0.3152  -1.4008  -0.5955
Si  3.8574  1.568  9.61  -0.478  -0.1522  -0.8896
Si  3.8947  5.6483  9.5806  -1.1122  2.113  -0.7257
Si  3.8016  9.9813  9.4194  1.4068  0.7399  0.3766
Si  7.6865  1.468  9.3737  -0.329  -0.9944  -0.9636
Si  7.3523  5.5296  9.2691  0.5258  1.1261  1.7
Si  7.6356  9.9393  9.2185  -1.2283  -0.223  -1.4542
Si  0.3432  -0.2394  11.8049  -0.268  2.6062  0.8106
Si  -4.0636  3.4103  11.3408  0.73  1.7606  1.259
Si  3.6424  0.3042  14.7402  1.5651  -0.8187  -0.5265
Si  5.9354  9.4903  11.6732  -0.8949  1.1284  -1.2476
Si  2.7065  1.5992  12.2911  -0.1732  1.5949  1.7339
Si  5.7698  4.3507  13.3896  -0.6146  0.1765  -0.343
Si  2.3294  -2.3423  14.2825  1.2517  -1.6836  -1.1593
Si  8.7978  0.2139  15.3987  2.9359  1.1307  -0.0334
Si  5.7672  6.8001  11.3678  1.6723  0.1116  1.1651
Si  -0.0632  10.9838  14.8907  -1.1428  -0.1617  0.9212
Si  10.0841  3.3081  15.2797  -1.6778  -3.2392  0.1897
Si  3.0762  4.2505  12.0281  -0.3821  -0.3239  1.114
Si  2.4109  6.5872  13.7176  0.5026  0.1253  -0.9951
Si  4.7666  8.7368  15.9855  0.8808  0.7666  0.8055
Si  1.2352  18.1668  16.5504  -1.2628  0.9454  -0.2627
Si  6.2494  -0.663  14.239  1.1702  -0.3769  -1.4779
Si  4.9781  5.7796  15.4643  -1.3319  -0.367  1.0592
Si  10.4436  3.9679  12.1166  -1.4589  1.4981  1.0331
O  0.4446  0.1712  -1.8294  0.6137  0.124  -0.7278
O  0.2289  -3.9752  -1.2281  0.6792  -0.3292  -0.8762
O  0.4072  5.3895  -0.751  -0.5829  -2.4361  0.6038
O  3.8559  6.1532  -3.7835  -0.2997  0.1366  0.6552
O  3.2419  8.5764  -2.6939  -1.4261  0.3345  -0.8395
O  1.2297  17.8491  -3.0623  0.5216  -0.0218  -1.0991
O  3.3342  -0.1117  -1.733  -0.0398  0.7328  -0.0418
O  -0.3612  3.0779  -1.7417  0.677  1.0388  1.1594
O  4.2729  9.1412  -0.4548  0.0791  -1.6401  -2.1861
O  4.2736  13.7787  -0.6686  -0.7843  -0.8713  -0.2836
O  5.7316  9.5816  -2.902  -0.1766  0.6197  0.2076
O  5.9232  5.5448  -5.6405  -1.0081  0.0262  0.0062
O  7.9658  0.2177  -1.215  -0.2931  -0.3656  0.4515
O  7.6383  -2.223  -0.5655  0.4136  -3.8112  0.6558
O  8.8809  4.2034  -1.906  0.4238  -0.6303  -0.1436
O  8.3372  6.3918  -0.624  -1.4127  -0.3848  0.6018
O  5.856  8.0234  -5.6442  -0.4189  -0.1268  -0.3341
O  -0.3596  0.4797  10.4966  -0.0048  -0.4176  0.6486
O  -0.6029  2.8841  11.1459  0.8559  -1.3815  -1.8054
O  -0.2795  5.4108  11.6749  -0.717  -0.4841  -2.0552
O  -0.0824  7.5522  10.1787  0.0313  0.706  0.3844
O  0.2198  9.8572  11.5347  -0.3364  -2.0738  -1.6411
O  -4.3793  9.5861  10.6197  -0.4023  -1.5194  2.5467
O  5.3141  0.5183  14.7628  -1.8164  0.0185  -0.436
O  6.9084  4.27  10.2085  -0.6191  -2.2988  -0.1098
O  3.7364  4.3495  10.5266  -0.1407  -0.6325  0.8834
O  3.6572  -0.0129  9.2505  0.5487  -1.0384  0.6453
O  5.8693  10.7226  12.6672  0.5446  0.2417  1.9434
O  4.5008  9.7061  10.8871  -0.3575  -0.2242  -0.7954
O  3.9455  1.6082  11.2701  0.9665  0.3139  -0.4721
O  1.9205  3.0535  12.06  1.9619  -0.0319  0.3189
O  7.1671  6.7054  10.4676  -1.2847  0.4187  -0.852
O  7.3021  11.489  9.4563  1.0482  2.4541  -0.3932
O  2.9488  13.1809  13.9783  -0.5406  -0.1085  -1.4266
O  -0.1723  -0.0259  13.3601  1.0051  -0.0026  -0.5264
O  -1.5184  -0.8079  15.2949  -2.019  -0.0369  0.3622
O  -2.7245  4.2364  11.6111  2.8276  0.5526  1.1004
O  0.8141  9.5741  14.8764  -1.5039  1.7848  0.1624
O  1.8248  0.396  11.8266  -0.7632  -1.106  -0.4805
O  7.892  1.8623  10.9643  -0.561  -0.7982  -1.0138
O  7.8141  -0.1942  14.2207  -1.7146  -0.7894  0.0124
O  11.3665  9.74  17.7407  0.2373  2.5482  0.2817
O  4.2726  6.9416  10.65  1.4665  -1.6713  -0.6287
O  -5.4045  4.8615  14.8815  -1.1347  0.6926  -1.6787
O  3.0714  -0.9979  13.8515  0.7907  1.5392  0.4269
O  15.9323  4.6763  16.6421  -0.2986  0.0395  0.3896
O  2.0641  8.1301  13.1266  1.2171  -0.8075  1.8582
O  2.7004  18.3771  17.1413  1.9339  1.0383  1.136
O  -2.1655  13.3831  15.0188  -0.0661  1.8171  0.6085
O  6.793  3.2725  12.845  0.0076  -1.194  -0.5697
O  10.5657  3.6964  13.748  -0.4893  0.4942  0.3935
O  4.2136  3.7928  13.1729  0.1338  0.9502  -1.007
O  2.3252  5.6622  12.3584  0.3585  -0.4299  0.8604
O  5.4233  7.2489  16.0206  0.3731  -0.7445  0.4514

Results
free energy: -35656.134 eV
free energy less fixed offsets of O -463.61, Si -117.95 eV per atom: -5.694 eV
pressure: -1.81 GPa
stress xx, yy, zz, yz, xz, xy (GPa, positive in tension): 1.42, -0.19, 4.21, -0.37, -0.13, 0.02
